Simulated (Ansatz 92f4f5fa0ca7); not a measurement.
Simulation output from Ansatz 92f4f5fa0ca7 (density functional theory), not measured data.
Periodic cell of 208 atoms, Si128O80, from a study of silicon, its oxide and their interface. The atomic structure is a simulated model.
Doubt: the cutoff is far below the 930 eV that the study's wrapper takes by default for these files, so forces and energies are approximate.
This geometry differs little from another in the collection (a relaxation step or a small displacement).

Settings: functional PBE; potential files Ansatz PAW; basis plane waves; wave-function cutoff 580 eV; density cutoff ratio 5; exchange-correlation grid ratio 1; k mesh 1 x 1 x 1, Gamma-centred; self-consistency stop 5e-08 eV per atom in the density residual; occupations fixed; spin none; net charge 0.

Cell vectors (angstrom)
a, 10.938, 0, 0
b, 0, 10.938, 0
c, 4.264, -0.7319, 31.3455

Atoms: element, x, y, z (angstrom)
Si, 5.3755, -1.8578, 23.9035
Si, 8.0557, 0.8791, 23.9621
Si, 5.8988, 3.15, 23.8734
Si, 8.6209, -5.1254, 23.8392
Si, 0.4044, -2.3277, 23.8485
Si, 3.1809, 0.3951, 23.8972
Si, 10.8689, 3.5804, 23.7735
Si, 2.6421, -4.5421, 23.9301
Si, 6.9362, -0.7142, 25.2591
Si, 9.7243, 2.0297, 25.165
Si, 7.0421, -6.2243, 25.2032
Si, 9.7431, -3.4896, 25.1503
Si, 1.5496, -0.7414, 25.1759
Si, 4.2979, 2.0077, 25.1951
Si, 12.4297, 4.738, 25.1541
Si, 4.2346, -3.427, 25.2403
Si, 5.6077, 0.6558, 26.6168
Si, 8.3822, 3.3626, 26.5891
Si, 5.6373, -4.8347, 26.5387
Si, 8.3662, -2.1071, 26.5354
Si, 11.0985, 0.6407, 26.5243
Si, 13.8254, 3.3782, 26.5271
Si, 11.0925, 6.0997, 26.5666
Si, 2.8815, -2.0788, 26.6029
Si, 4.264, -0.7319, 27.9272
Si, 6.9985, 2.0026, 27.9272
Si, 4.264, -6.2009, 27.9272
Si, 6.9985, -3.4664, 27.9272
Si, 9.733, -0.7319, 27.9272
Si, 12.4675, 2.0026, 27.9272
Si, 9.733, 4.7371, 27.9272
Si, 12.4675, -3.4664, 27.9272
Si, 1.3673, -1.3673, 3.418
Si, 4.1018, 1.3673, 3.418
Si, 1.3673, 4.1018, 3.418
Si, 4.1018, -4.1018, 3.418
Si, 6.8362, -1.3673, 3.418
Si, -1.3673, 1.3673, 3.418
Si, 6.8362, 4.1018, 3.418
Si, -1.3673, -4.1018, 3.418
Si, 2.7087, 0.0243, 4.766
Si, 5.4984, 2.7067, 4.7322
Si, 2.7216, 5.4736, 4.7732
Si, 5.4789, -2.7397, 4.7808
Si, -2.7258, 0.0033, 4.7989
Si, -0.0158, 2.7422, 4.8368
Si, 8.2319, 5.4565, 4.814
Si, 0.0076, -2.756, 4.7474
Si, 1.3198, 1.3406, 6.1996
Si, 4.0912, 4.0515, 6.036
Si, 1.3534, -4.1111, 6.1466
Si, 4.1197, -1.3315, 6.0884
Si, -4.0586, 1.4096, 6.1602
Si, -1.3117, 4.1352, 6.2801
Si, 6.8207, -4.1126, 6.1624
Si, -1.3436, -1.3933, 6.1124
Si, 0.2179, -0.3196, 7.5082
Si, 2.9756, 2.5003, 7.3949
Si, -0.1565, -5.1836, 7.6417
Si, 2.5174, -2.4826, 7.3399
Si, 5.2389, 0.2752, 7.3861
Si, -2.9899, 3.0422, 7.5248
Si, 5.6194, 5.185, 7.3693
Si, -2.4655, -2.9806, 7.4109
Si, 5.6312, -2.0991, 29.2945
Si, 8.3657, 0.6354, 29.2945
Si, 5.6312, -7.5681, 29.2945
Si, 8.3657, -4.8336, 29.2945
Si, 11.1002, -2.0991, 29.2945
Si, 13.8347, 0.6354, 29.2945
Si, 11.1002, 3.3699, 29.2945
Si, 2.8967, -4.8336, 29.2945
Si, 6.9985, -0.7319, 30.6617
Si, 9.733, 2.0026, 30.6617
Si, 6.9985, -6.2009, 30.6617
Si, 9.733, -3.4664, 30.6617
Si, 12.4675, -0.7319, 30.6617
Si, 4.264, 2.0026, 30.6617
Si, 1.5295, -6.2009, 30.6617
Si, 4.264, -3.4664, 30.6617
Si, 1.3673, 1.3673, 0.6835
Si, 4.1018, 4.1018, 0.6835
Si, 1.3673, -4.1018, 0.6835
Si, 4.1018, -1.3673, 0.6835
Si, 6.8362, 1.3673, 0.6835
Si, -1.3673, 4.1018, 0.6835
Si, 6.8362, -4.1018, 0.6835
Si, 9.5708, -1.3673, 0.6835
Si, 0, 0, 2.0507
Si, 2.7345, 2.7345, 2.0507
Si, 0, -5.469, 2.0507
Si, 2.7345, -2.7345, 2.0507
Si, 5.469, 0, 2.0507
Si, 8.2035, 2.7345, 2.0507
Si, 5.469, 5.469, 2.0507
Si, 8.2035, -2.7345, 2.0507
Si, 2.6169, -3.7059, 11.9324
Si, 7.3166, -3.9744, 12.6808
Si, 6.2587, 3.2273, 16.4898
Si, 3.7672, 0.9612, 12.1781
Si, 8.1332, 2.1976, 10.55
Si, 8.9204, -2.1269, 16.9395
Si, 3.0326, -2.1679, 18.9867
Si, 1.4602, -1.0316, 12.4634
Si, 8.7263, 3.0065, 17.9091
Si, 2.1635, 2.7883, 10.3755
Si, 4.0812, 4.6119, 21.7277
Si, 4.3155, -3.9462, 9.4738
Si, 9.6651, -5.1251, 17.4149
Si, 0.6165, 5.2943, 10.7903
Si, -1.9701, 4.3992, 12.4479
Si, 1.5989, -4.2125, 17.3077
Si, 11.7127, -1.9514, 15.4195
Si, 6.7339, -1.8837, 14.7134
Si, 7.2003, -3.2897, 21.6853
Si, 5.9928, 0.0309, 10.4119
Si, 5.3142, 0.7501, 14.7646
Si, 7.0573, -2.5423, 10.1075
Si, 3.1006, -0.3526, 16.7509
Si, 9.7717, 0.2075, 18.8787
Si, 1.9108, 2.2948, 21.6547
Si, 8.8421, 3.9967, 15.3086
Si, 9.3849, -1.0327, 21.7509
Si, 4.4314, -5.4082, 16.8994
Si, 1.8044, 0.4841, 19.0964
Si, -0.2184, 0.6005, 10.4704
Si, 5.1345, -4.2675, 19.6388
Si, 4.7041, -3.9693, 14.1032
O, 0.8322, -1.7237, 13.8027
O, 1.4164, -1.3881, 7.9009
O, 1.5269, -3.4522, 23.366
O, 4.7962, -5.2958, 8.7159
O, 9.7468, 4.7116, 23.2998
O, -2.4312, 2.5612, 8.9965
O, 2.5477, 1.1059, 22.5614
O, 6.9875, 1.9996, 23.3692
O, 2.8117, 0.8532, 17.843
O, 4.7284, -4.9505, 15.3788
O, 9.0809, 4.5721, 18.3528
O, 4.2806, -0.7311, 23.3705
O, 7.8666, -4.5348, 22.5009
O, 0.2382, -0.601, 11.4697
O, 5.772, -4.4338, 12.9533
O, 2.4104, 0.2665, 12.7725
O, -0.4862, 0.088, 8.9388
O, 3.4271, -5.141, 22.6245
O, 11.3115, 0.191, 18.3774
O, 4.6026, -5.64, 20.352
O, 2.4036, -0.8889, 19.8022
O, 8.3563, -2.2133, 21.3266
O, 4.8798, 3.9667, 16.9266
O, 6.9746, -1.1534, 10.9532
O, 9.0514, -3.612, 17.661
O, 6.5673, -3.8426, 20.2913
O, 6.0347, -2.5801, 22.5819
O, 5.813, -0.2633, 8.8187
O, 4.5904, -0.0779, 11.2228
O, 1.5924, 1.6649, 20.1888
O, 1.6802, -0.7789, 16.0815
O, 8.0116, -2.299, 8.8255
O, 2.8439, -5.2514, 17.1952
O, 12.3097, -3.4103, 15.8912
O, 4.0871, 1.3651, 7.8202
O, 7.9797, 3.4906, 11.528
O, 9.4377, -5.5048, 15.8306
O, 4.1052, -3.0094, 19.8721
O, 3.2076, -3.9577, 13.4434
O, 8.9091, -0.8888, 18.0219
O, 3.7169, -4.3428, 10.9184
O, 8.2748, -5.2113, 13.0667
O, 5.5761, -2.9467, 9.5859
O, -1.3771, -4.1149, 7.8877
O, -1.5955, 1.2326, 11.0717
O, 10.7013, -1.661, 22.4821
O, 6.6809, 1.4778, 10.6454
O, 10.156, -1.8729, 15.8984
O, 5.2196, -2.5225, 14.6759
O, 7.4922, -2.0628, 16.1465
O, -1.5532, 3.598, 13.8208
O, 5.3105, 3.8826, 22.5171
O, 11.5148, 2.8923, 22.4056
O, 6.7685, 4.1336, 7.8992
O, 0.9428, 1.7265, 10.4052
O, 7.6411, -2.6501, 13.5822
O, 2.4313, -2.1064, 11.716
O, 1.1427, -4.3332, 11.6043
O, 3.1292, -3.1922, 8.6757
O, 9.814, -0.23, 20.433
O, 2.5067, 3.1505, 8.8242
O, 3.7397, -1.6075, 17.6075
O, 7.0934, 2.9083, 17.8595
O, 2.9573, 3.5006, 21.3875
O, 6.5041, -0.3045, 14.3789
O, 4.71, 1.4396, 13.4166
O, 5.2818, -4.5703, 18.0342
O, 7.6181, -3.6952, 11.1019
O, 7.1988, 4.1006, 15.4521
O, 5.9452, 1.8429, 15.7448
O, 3.4188, 2.2415, 11.2405
O, 11.2565, -5.1073, 17.718
O, 9.324, 2.8315, 16.3745
O, 0.4208, -5.4775, 9.1662
O, 4.103, 0.0428, 15.569
O, 9.2362, 1.7595, 18.816
O, -0.7608, 4.8127, 11.4709
O, 8.6808, 0.0555, 22.7117
O, 1.8131, -3.1579, 18.5381
O, 1.7388, 4.1684, 11.0886

Results
free energy: -126872.683 eV
free energy less fixed offsets of O -568.88, Si -635.61 eV per atom: -4.203 eV

Forces (eV/angstrom), in the order of the atoms: element, x, y, z
Si, 0.0153, -0.0355, 0.068
Si, 0.0122, -0.0108, 0.2945
Si, -0.005, 0.009, -0.0275
Si, 0.0034, 0.0088, 0.0224
Si, 0.0072, -0.0295, 0.0359
Si, -0.0194, 0.0135, 0.0274
Si, 0.017, -0.0103, 0.0358
Si, 0.0337, -0.0386, 0.08
Si, 0.0124, 0.0216, 0.0002
Si, -0.0001, -0.0328, -0.0153
Si, -0.0196, 0.04, 0.0276
Si, -0.0189, 0.0211, 0.0287
Si, -0.0213, 0.0339, 0.0139
Si, -0.039, 0.0089, 0.0288
Si, 0.0183, 0.002, 0.005
Si, 0.0063, -0.0143, -0.0114
Si, 0.0078, -0.0318, 0.0021
Si, 0.0118, 0.0058, 0.0145
Si, 0.0087, -0.0055, -0.0035
Si, 0.0146, -0.0186, -0.0112
Si, 0.0064, -0.0027, -0.0059
Si, 0.0003, 0, -0.0054
Si, -0.0075, 0.0085, -0.0023
Si, 0.0064, -0.0039, 0.0131
Si, -0.1612, 0.1023, 0.4358
Si, 0.1029, 0.0369, 0.3057
Si, -0.0169, 0.0038, -0.2183
Si, 0.043, -0.0422, -0.1376
Si, 0.0289, -0.0048, -0.2515
Si, -0.0028, -0.0041, -0.232
Si, 0.0147, 0.0424, 0.2321
Si, -0.0924, -0.0603, 0.1608
Si, 0.0549, -0.032, -0.2053
Si, -0.0606, -0.0922, -0.2987
Si, -0.1752, -0.103, 0.1232
Si, -0.0238, 0.0447, -0.0263
Si, 0.067, 0.0491, 0.0481
Si, 0.0121, 0.1259, 0.1683
Si, 0.2952, 0.0713, -0.0971
Si, -0.1153, -0.1431, -0.157
Si, 0.0014, 0.0057, -0.0082
Si, -0.0096, -0.004, -0.0285
Si, -0.0053, -0.0083, -0.0131
Si, -0.0013, -0.0034, 0.004
Si, 0.0051, -0.0048, -0.0142
Si, 0.0052, 0.002, 0.0046
Si, -0.011, 0.0215, -0.0132
Si, -0.0066, 0.0057, -0.0203
Si, -0.0104, 0.0163, -0.0082
Si, -0.0135, 0.0124, 0.012
Si, 0.0213, -0.0171, -0.0157
Si, 0.0122, -0.0219, -0.0156
Si, 0.0276, -0.011, -0.0038
Si, 0.0198, -0.0401, -0.0316
Si, 0.0003, 0.0155, 0.001
Si, -0.0098, 0.0134, 0.0128
Si, 0.0068, 0.0024, -0.0412
Si, 0.0034, -0.0095, -0.0449
Si, -0.0179, 0.0182, 0.0127
Si, 0.0194, 0.0047, -0.0029
Si, -0.0243, 0.0005, -0.0069
Si, -0.001, -0.0017, -0.0166
Si, -0.0043, 0.032, -0.0418
Si, -0.0127, -0.0217, -0.0552
Si, -0.0115, 0.0304, -0.0242
Si, -0.0513, 0.0239, -0.0124
Si, 0.0451, -0.0304, -0.0018
Si, 0.0263, -0.0216, -0.0071
Si, 0.0102, -0.0505, -0.0059
Si, 0.043, -0.0556, 0.0164
Si, -0.013, 0.0486, -0.0182
Si, -0.0258, 0.0301, -0.0191
Si, 0.033, -0.0218, -0.0094
Si, 0.0204, -0.0291, -0.0175
Si, -0.0104, 0.0455, -0.0223
Si, -0.0445, 0.0245, -0.0246
Si, -0.0233, 0.0332, -0.0194
Si, -0.0409, 0.0216, -0.019
Si, 0.022, -0.0372, -0.008
Si, 0.0178, -0.0093, -0.0159
Si, -0.0007, 0.0053, 0.014
Si, -0.0251, -0.006, 0.0123
Si, 0.0179, -0.0129, 0.0361
Si, 0.033, -0.0394, 0.0143
Si, 0.0022, -0.0102, 0.0351
Si, 0.0367, -0.0107, 0.0192
Si, -0.0215, 0.0382, 0.0067
Si, -0.017, 0.0128, 0.0132
Si, 0.0287, -0.0186, 0.0201
Si, 0.0477, -0.0096, 0.0175
Si, -0.0716, -0.0209, -0.0012
Si, 0.0152, 0.06, -0.012
Si, -0.0898, -0.0198, -0.0041
Si, -0.0075, 0.0386, -0.0107
Si, 0.0351, 0.0211, 0.0229
Si, 0.0191, -0.0252, 0.0161
Si, 0.0015, -0.0271, 0.0014
Si, 0.0073, 0.0015, -0.0011
Si, -0.0091, -0.0029, -0.0151
Si, 0.0053, 0.0022, 0.0098
Si, 0.0201, 0.0001, -0.0063
Si, -0.0106, 0.0065, 0.0003
Si, 0.0148, -0.0096, -0.0107
Si, -0.0071, 0.0028, 0.0128
Si, -0.0023, -0.0026, -0.0218
Si, -0.0127, 0.0181, -0.0097
Si, -0.0076, -0.0063, -0.0067
Si, 0.0128, 0.0074, -0.006
Si, -0.006, 0.0075, -0.0116
Si, 0.0077, -0.0018, -0.01
Si, 0.0034, 0.0014, 0.0034
Si, 0.0086, -0.0038, -0.0097
Si, -0.0023, 0.0095, -0.0025
Si, -0.0006, -0.0033, 0.0001
Si, 0.0046, 0.009, -0.0085
Si, 0.0135, -0.0148, -0.0049
Si, 0.0016, 0.0031, -0.0001
Si, -0.0068, 0.0077, -0.0184
Si, 0.0048, 0.0032, -0.0046
Si, -0.0012, -0.0084, -0.0286
Si, 0.002, 0.0163, -0.0022
Si, -0.0056, -0.0037, 0.0042
Si, -0.036, -0.1114, -0.0222
Si, 0.0073, 0, 0.0116
Si, 0.0035, 0.029, -0.0019
Si, -0.0163, 0.0041, -0.0133
Si, 0.0179, -0.0209, 0.0023
Si, -0.0014, 0.001, 0.0112
O, 0.0017, -0.0018, 0.0031
O, -0.0139, 0.0013, 0.0236
O, -0.0457, 0.0526, -0.0483
O, -0.0186, 0.0088, 0.0337
O, -0.007, 0.0021, -0.0263
O, 0.0048, -0.0185, 0.0534
O, -0.0127, 0.0131, -0.0165
O, -0.0605, 0.0631, -0.0457
O, 0.0111, 0.002, 0.0022
O, 0, 0.0099, -0.0062
O, 0.0035, -0.0024, 0.0119
O, -0.0061, 0.006, -0.0351
O, -0.0144, 0.0067, -0.011
O, 0.0189, -0.0126, 0.0092
O, -0.0034, -0.0022, 0.0003
O, 0.0011, -0.0049, -0.0073
O, -0.0097, 0.017, 0.0579
O, 0.0215, -0.0119, -0.0404
O, 0.0062, -0.009, -0.0128
O, 0.0178, 0.0296, -0.0202
O, 0.0017, -0.0093, 0.0194
O, 0.0073, 0.0072, 0.0304
O, 0.0025, 0.0064, 0.0048
O, -0.0012, 0.0074, -0.006
O, 0.0073, -0.0052, 0.0066
O, -0.0263, -0.0117, -0.0132
O, 0.0193, -0.022, -0.0397
O, 0.0079, 0.0077, 0.03
O, -0.0232, 0.0118, 0.0059
O, -0.0082, -0.0308, -0.0162
O, -0.0038, -0.0088, 0
O, -0.0148, 0.0076, 0.0523
O, -0.0003, 0.0063, 0.0085
O, -0.0008, 0.0014, 0.0062
O, 0.0036, 0.0091, 0.0167
O, 0.0034, 0.021, 0.0038
O, 0.0012, -0.0003, 0.0027
O, -0.0119, 0.0106, 0.0085
O, 0.0092, 0.001, 0.0052
O, -0.0017, -0.0078, 0.004
O, -0.0212, 0.0074, 0.0227
O, -0.006, 0.0053, -0.01
O, 0.0097, 0.0015, -0.0069
O, 0.0175, -0.001, 0.0086
O, -0.0003, 0.0007, -0.0096
O, 0.0313, -0.0217, 0.0209
O, -0.0025, -0.0049, -0.0084
O, 0.011, -0.0013, -0.001
O, -0.0039, -0.0077, -0.0016
O, -0.0003, 0.0015, -0.002
O, 0.0008, -0.0015, 0.0039
O, -0.0038, 0.0117, -0.0017
O, 0.0172, -0.0171, -0.022
O, 0.0031, -0.0139, 0.021
O, 0.0033, -0.0046, -0.0108
O, -0.0013, 0.0013, 0.0008
O, -0.0054, 0.0083, -0.0071
O, 0.017, 0.0165, -0.0009
O, 0.0073, -0.0115, 0.0131
O, 0.044, 0.0529, -0.0721
O, -0.012, 0.0042, 0.0578
O, -0.0046, 0.002, 0.0114
O, 0.0079, 0.0004, 0.0151
O, -0.0044, -0.011, 0.0159
O, -0.001, -0.0034, -0.001
O, 0.0021, -0.0017, 0.0028
O, -0.0137, -0.0112, -0.0173
O, -0.0009, -0.015, 0.0169
O, -0.0031, -0.0017, 0.007
O, 0.0016, 0.0082, 0.0071
O, 0.0149, -0.0159, 0.0069
O, -0.0008, 0.0027, 0.0143
O, 0.007, -0.0053, 0.0029
O, 0.0197, -0.0106, 0.0529
O, -0.0018, 0.0024, 0.0048
O, -0.013, 0.023, 0.0089
O, -0.013, -0.0031, 0.0012
O, 0.0148, 0.0036, -0.153
O, -0.0062, -0.0026, 0.0105
O, -0.0059, 0.005, -0.0086

The program warned: the cutoff lies below the one the program advises for these potential files; the forces do not sum to zero within the program's tolerance; the exchange-correlation potential is rough where the density is thin.
